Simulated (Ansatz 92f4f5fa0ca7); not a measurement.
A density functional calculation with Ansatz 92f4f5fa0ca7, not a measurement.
Periodic cell of 222 atoms, Si131O89B2, from a study of silicon, its oxide and their interface. The atomic structure is a simulated model.
Doubt: the cutoff is far below the 930 eV that the study's wrapper takes by default for these files, so forces and energies are approximate.
This geometry differs little from another in the collection (a relaxation step or a small displacement).

Settings: functional PBE; potential files Ansatz PAW; basis plane waves; wave-function cutoff 580 eV; density cutoff ratio 5; exchange-correlation grid ratio 1; k mesh 1 x 1 x 1, Gamma-centred; self-consistency stop 5e-08 eV per atom in the density residual; occupations fixed; spin none; net charge 0.

Cell vectors (angstrom)
a	10.938	0	0
b	0	10.938	0
c	0	0	32.1988

Atoms: element, x, y, z (angstrom)
Si	10.596	0.2302	24.8631
Si	5.7506	10.6846	24.7537
Si	2.4868	2.9203	24.6399
Si	8.4315	2.4678	24.8269
Si	0.2828	5.1728	24.7533
Si	5.166	5.7527	24.683
Si	2.945	8.0104	24.5981
Si	7.9494	8.4409	24.7367
Si	1.3363	1.3871	26.0364
Si	6.8552	1.3153	26.1257
Si	4.0539	4.1103	25.9817
Si	9.6115	4.0675	26.0809
Si	1.4056	6.8318	25.9973
Si	6.7754	6.8552	26.0254
Si	4.108	9.5398	25.9984
Si	9.4764	9.5741	26.1466
Si	2.7311	-0.0063	27.348
Si	8.1682	-0.0172	27.5551
Si	0.0119	2.723	27.4832
Si	5.4438	2.7483	27.3637
Si	2.7338	5.4688	27.4217
Si	8.1887	5.473	27.3583
Si	0.0009	8.1841	27.3735
Si	5.4421	8.2012	27.4452
Si	4.0828	1.3715	28.742
Si	9.5775	1.3622	28.8416
Si	1.3677	4.1169	28.8062
Si	6.8285	4.1027	28.7446
Si	4.0943	6.823	28.7995
Si	9.5617	6.8274	28.7508
Si	1.3716	9.564	28.7419
Si	6.7873	9.5517	28.8505
Si	0.0173	-0.0179	30.1535
Si	5.4386	0.022	30.1576
Si	2.7349	2.7357	30.1442
Si	8.1919	2.7471	30.1495
Si	-0.0106	5.477	30.1484
Si	5.4751	5.4627	30.1452
Si	2.7269	8.206	30.1418
Si	8.2073	8.1918	30.1521
Si	1.3673	1.3673	31.515
Si	6.8362	1.3673	31.515
Si	4.1018	4.1018	31.515
Si	9.5708	4.1018	31.515
Si	1.3673	6.8362	31.515
Si	6.8362	6.8362	31.515
Si	4.1018	9.5708	31.515
Si	9.5708	9.5708	31.515
Si	2.7345	0	0.6835
Si	8.2035	0	0.6835
Si	0	2.7345	0.6835
Si	5.469	2.7345	0.6835
Si	2.7345	5.469	0.6835
Si	8.2035	5.469	0.6835
Si	0	8.2035	0.6835
Si	5.469	8.2035	0.6835
Si	4.1118	1.3623	2.0564
Si	9.5508	1.3676	2.0475
Si	1.3479	4.1368	2.031
Si	6.8483	4.0886	2.056
Si	4.0901	6.8481	2.048
Si	9.5694	6.8397	2.0531
Si	1.3725	9.5611	2.0541
Si	6.8307	9.5839	2.0509
Si	-0.0453	-0.0379	3.379
Si	5.4836	0.0024	3.4578
Si	2.7329	2.7825	3.3456
Si	8.1803	2.6959	3.4599
Si	-0.0023	5.486	3.4428
Si	5.4864	5.4916	3.3773
Si	2.7587	8.2237	3.4561
Si	8.1963	8.2126	3.3961
Si	1.3189	1.4067	4.6149
Si	6.833	1.324	4.8984
Si	4.1432	4.1104	4.7197
Si	9.544	4.0981	4.7814
Si	1.3851	6.8582	4.8156
Si	6.8106	6.8848	4.7561
Si	4.1325	9.5938	4.8561
Si	9.5458	9.537	4.8013
Si	2.7675	0.1985	6.0167
Si	8.1861	-0.1026	6.2807
Si	-0.0287	2.6834	6.0833
Si	5.3855	2.6829	6.206
Si	2.8194	5.4929	6.1131
Si	8.1267	5.4588	6.089
Si	0.0167	8.2184	6.196
Si	5.5308	8.2322	6.2675
B	3.6347	1.8501	6.8737
Si	9.779	1.1206	7.4828
Si	1.6715	3.797	7.2346
Si	6.5523	4.3414	7.4787
Si	4.3842	6.6232	7.5266
Si	9.3685	6.9184	7.4493
Si	1.1768	9.9991	7.3097
Si	7.1698	9.1956	7.7602
O	8.3175	8.0384	8.0477
O	2.8311	2.6445	7.6343
O	9.5276	1.3541	24.2691
O	4.061	6.8684	24.1218
O	0.0303	0.0646	7.9852
O	5.4658	5.4706	8.0297
O	6.8572	9.5731	24.2043
O	1.374	4.0617	24.1666
O	3.8449	7.3765	8.9179
O	1.0968	4.36	8.6578
O	9.9086	6.0071	8.7374
O	2.165	9.4507	8.5056
O	7.3504	3.7879	8.8119
O	6.7061	9.5911	9.2995
O	9.0289	1.732	8.8223
O	7.7105	3.1469	23.5206
O	10.5099	5.8518	23.443
O	5.1121	0.4548	23.4211
O	5.877	5.0989	23.3501
O	3.1135	2.2109	23.2757
O	2.308	8.7249	23.2318
O	8.6314	7.762	23.3974
O	0.2445	10.3485	23.5846
Si	4.4052	1.5752	22.4797
Si	3.5465	7.9206	14.0424
Si	7.1698	0.9531	14.7117
Si	0.9603	9.3632	22.5252
Si	1.2961	4.2586	11.8737
Si	6.3309	8.9563	15.3284
Si	0.7107	1.3591	12.302
Si	8.6596	4.9531	20.5205
Si	0.4518	5.6845	9.3397
Si	5.1619	3.132	18.0051
Si	0.9317	3.7577	16.7544
Si	10.4562	2.8634	19.2463
B	5.7189	1.2335	11.001
Si	0.9301	0.1864	19.8548
Si	6.6811	9.5207	10.9487
Si	9.3872	9.6828	18.3353
Si	9.4504	9.2608	12.5861
Si	6.5839	3.8478	22.5821
Si	2.4503	8.1063	9.3619
Si	10.6349	7.3692	17.0912
Si	2.5605	6.294	16.6016
Si	10.265	4.5028	14.1716
Si	6.1859	9.1891	18.5233
Si	7.8377	2.4841	9.6507
Si	8.9196	2.1532	12.4714
Si	5.3855	6.2471	18.0945
Si	3.9659	0.5526	19.4902
Si	4.4322	3.7522	12.1418
Si	5.5933	6.5937	12.1733
Si	8.0669	2.5124	17.2481
Si	4.4262	2.4816	15.0419
Si	1.5853	1.225	15.2686
Si	1.6252	9.4121	12.0524
Si	8.1198	6.8591	13.8779
Si	10.4402	9.8399	15.503
Si	9.8207	7.0248	22.556
Si	8.1508	5.4854	17.4148
O	6.0682	8.0108	11.3746
O	6.0627	9.2017	16.9043
O	7.7134	1.4037	13.2446
O	0.9567	1.7521	13.8654
O	9.4624	6.2686	16.8861
O	6.8224	6.2077	13.1624
O	5.1845	4.6724	18.6646
O	9.2852	2.1688	18.298
O	2.411	0.1023	19.0855
O	9.4646	10.2338	16.7758
O	2.9152	4.2318	11.7369
O	5.1106	10.3235	19.1155
O	9.4936	3.2614	13.4833
O	0.5113	1.7782	19.9704
O	3.1986	1.3864	15.1017
O	8.2098	5.3695	19.0269
O	3.9364	6.5972	17.4243
O	4.6305	3.286	16.4565
O	9.1586	5.6868	14.2941
O	5.4571	2.7684	22.1288
O	10.7405	4.1766	15.6793
O	0.3864	3.8843	18.2894
O	10.4689	10.5291	19.2251
O	9.7047	10.0309	14.046
O	10.9175	8.1345	22.0932
O	1.214	2.1699	16.5376
O	9.784	3.7657	20.4348
O	8.1871	4.0332	16.6859
O	0.0147	9.0982	11.9238
O	6.6498	2.4355	18.0574
O	5.7044	10.8265	11.4169
O	7.7963	9.5998	18.8488
O	10.0559	1.0143	12.0931
O	1.2782	7.0416	9.0234
O	0.722	4.7423	13.3332
O	5.7603	7.6288	18.9985
O	5.3169	5.0488	11.5751
O	2.7653	7.0026	15.1475
O	0.9063	2.7244	11.4426
O	0.9172	10.6926	15.5588
O	2.4443	8.589	10.9072
O	4.9341	2.2691	11.5452
O	4.3751	3.5469	13.7882
O	2.2584	4.6836	16.5019
O	10.7644	8.2531	15.7144
O	7.0032	10.2823	14.6837
O	2.4099	8.9499	13.426
O	8.0896	1.5162	15.9495
O	4.1606	6.9526	12.8792
O	4.2385	2.0177	18.7807
O	7.323	4.4092	21.2606
O	8.4174	2.9066	11.1166
O	1.2203	6.8546	17.3779
O	5.6949	1.5336	14.8574
O	8.1998	9.7845	11.6081
O	9.2171	6.2992	21.2391
O	9.0006	7.7336	12.8549
O	1.6899	0.1171	11.8848
O	6.6795	6.1398	17.0762
O	7.4704	7.7966	15.065
O	1.2488	10.2999	21.2305
O	10.0808	8.2046	18.3705
O	3.9743	0.8254	21.1056
O	0.5298	5.3434	10.9169
O	6.553	1.5164	9.9279
O	4.8518	8.6874	14.6735

Results
free energy: -134205.972 eV
free energy less fixed offsets of B -154.04, O -568.88, Si -635.61 eV per atom: -2.662 eV

Forces (eV/angstrom), in the order of the atoms: element, x, y, z
Si	-0.0003	0.0007	-0.0024
Si	0.0001	0.0018	-0.0006
Si	0.001	0	-0.0032
Si	-0.0005	0	0.0015
Si	-0.001	0.0012	-0.001
Si	0.0008	-0.0012	-0.0042
Si	-0.0006	0.0008	-0.0024
Si	0.0013	0.0003	-0.0022
Si	0.0015	0	0.0028
Si	0.0019	-0.001	0.0031
Si	0.002	-0.0019	0.0016
Si	0.001	-0.0006	0.0021
Si	-0.0004	0.001	0.0011
Si	0.0019	-0.0008	0.0015
Si	-0.0009	0.0006	0.0012
Si	-0.0012	-0.0002	0.0035
Si	-0.0003	0.0005	-0.0038
Si	0.0001	0.0002	0.004
Si	-0.0003	-0.0002	0.0028
Si	-0.0002	-0.0009	-0.0033
Si	0.0006	0.0005	0.0022
Si	0.0004	-0.0007	-0.0037
Si	-0.0002	-0.0003	-0.0031
Si	-0.0002	-0.0009	0.0026
Si	0.0022	-0.0006	0.0046
Si	-0.0024	-0.0009	-0.007
Si	0.0003	-0.0027	-0.0032
Si	0.0013	-0.0023	0.0046
Si	-0.0008	0.0003	-0.0003
Si	0.0004	0.0013	0.0032
Si	0	-0.0005	0.0044
Si	0.0071	0.0014	-0.0079
Si	0.0037	-0.0029	-0.0005
Si	-0.0051	0.006	0.001
Si	0.0028	-0.004	-0.0011
Si	-0.0017	0.0028	0.0012
Si	-0.0028	0.0036	0.0018
Si	0.0036	-0.0013	-0.0004
Si	-0.0008	0.0026	0.0008
Si	0.0028	-0.0032	-0.0002
Si	0.0898	-0.0312	0.009
Si	-0.064	0.0692	-0.0297
Si	0.0634	-0.0742	-0.0081
Si	-0.0692	0.0646	-0.0193
Si	-0.0575	0.0717	-0.0678
Si	0.0334	-0.1084	0.041
Si	-0.153	0.0261	-0.0037
Si	0.0529	-0.0643	0.0164
Si	0.0206	-0.0302	0.1087
Si	-0.0967	0.0406	-0.1105
Si	-0.1152	0.0038	0.0274
Si	0.0527	-0.031	0.0598
Si	-0.0621	0.192	-0.1417
Si	0.0888	-0.1046	0.0843
Si	0.0734	-0.0966	0.0398
Si	-0.0172	0.0786	0.007
Si	-0.001	-0.0012	-0.0077
Si	0.0022	-0.0036	0.0075
Si	0.0022	-0.0035	-0.004
Si	0.006	-0.0029	-0.0002
Si	0.0042	-0.0024	0.0081
Si	0.0001	-0.0024	-0.0025
Si	0.0068	-0.0024	-0.001
Si	-0.0044	0.0029	-0.0048
Si	-0.0045	0.0237	0.0006
Si	0.0108	-0.0126	-0.0141
Si	-0.0136	0.0043	0.0039
Si	0.0076	-0.0071	-0.0093
Si	-0.0026	-0.0021	-0.0007
Si	-0.0159	0.0089	-0.0037
Si	0.0079	-0.0059	-0.0086
Si	0.0016	-0.0017	0.0031
Si	0.0003	-0.0151	-0.0105
Si	-0.0043	0.017	0.0032
Si	0.0149	0.0002	-0.0074
Si	-0.004	0.0012	-0.0018
Si	-0.0018	0.0061	0.0057
Si	0.0059	-0.0041	0.0009
Si	-0.0135	0.0003	0.0034
Si	0.0003	-0.0059	0.0031
Si	-0.0033	0.0048	0.0072
Si	0.0049	-0.0079	-0.0089
Si	-0.0086	-0.0021	-0.0164
Si	0.0068	0.0026	0.0094
Si	-0.0037	0.0081	-0.0146
Si	-0.0017	0.0074	0.0082
Si	-0.0069	-0.0024	0.0102
Si	0.0011	-0.0037	-0.0081
B	0.0275	-0.0333	-0.0199
Si	0.0087	-0.0111	0.014
Si	0.034	-0.0352	0.0605
Si	-0.0025	-0.0115	-0.0193
Si	0.016	-0.0058	0.0229
Si	0.0127	-0.0054	-0.0252
Si	0.0095	-0.0022	-0.0181
Si	0.0049	-0.0006	0.0108
O	-0.0067	0.0089	0.0021
O	-0.0643	0.0615	0.0039
O	0.0005	0	-0.0015
O	-0.0001	0.0006	0.0022
O	-0.0172	0.0086	0.0054
O	-0.0094	0.0207	-0.0016
O	0.0001	-0.0005	0.0003
O	0.0003	0.0001	0.0009
O	0.0025	-0.0052	-0.0073
O	0.0137	-0.0191	-0.0335
O	-0.0065	-0.002	0.0097
O	0.0034	0.0017	0.0068
O	0.0037	0.0025	0.0074
O	0.0017	-0.0013	0.0007
O	0.0108	-0.0026	-0.0046
O	0.0003	0.0001	-0.0013
O	0.0012	-0.0011	-0.0005
O	0.0007	-0.0006	-0.0005
O	-0.0007	0.0019	0.0012
O	-0.0003	0.0003	0
O	0.0011	-0.0007	0
O	-0.0003	0.0003	0.0001
O	0.0009	0.0005	0.0004
Si	0.0002	-0.0004	0.0014
Si	0.0019	-0.001	0.0008
Si	0.0023	-0.0012	0.0018
Si	0.0002	0.0013	0.001
Si	0.0021	0.0034	0.0042
Si	0.0018	0.0002	0.0003
Si	0.0019	0.0001	0.001
Si	0.0016	-0.0005	0.0007
Si	-0.0009	0.0189	0.0091
Si	0.0011	0.0005	0.0003
Si	0.001	0.0005	0.0006
Si	0.0008	-0.0002	0.0005
B	0.0042	-0.0042	-0.0006
Si	0.0003	0.0005	0.0005
Si	0.0009	-0.0015	0.003
Si	0.0011	0	0.0005
Si	0.0014	-0.0002	0.0011
Si	0.0012	-0.0007	0.0012
Si	-0.0048	0.0058	-0.0057
Si	0.0011	0.0001	0.0006
Si	0.0011	0.0003	0.0008
Si	0.0018	0.0019	0.0015
Si	0.0011	-0.0008	0.001
Si	-0.0035	0.0082	-0.0012
Si	0.0018	0.001	0.0034
Si	0.0014	0.0004	0.0007
Si	0.0017	0	0.0002
Si	0.0025	0.0007	-0.0011
Si	0.0002	-0.0006	0.0009
Si	0.001	0.0001	0.0003
Si	-0.0007	0.0004	0.0038
Si	0.0008	-0.0001	0.0011
Si	0.0024	-0.0011	-0.0004
Si	0.0015	0	0.001
Si	0.001	-0.0002	0.0003
Si	0.0004	0	0.0019
Si	0.0008	0.0003	-0.0004
O	0.0018	0.0016	-0.0006
O	0.0019	0.0003	0.0005
O	0.0019	0.001	-0.0014
O	0.0006	-0.0001	-0.0014
O	0.0015	-0.0006	0.0002
O	0.0019	-0.0007	0.0005
O	0.0016	-0.0004	-0.0005
O	0.0012	0.0002	-0.0001
O	0.0008	0	-0.0001
O	0.0014	0.0001	0
O	0.0017	-0.0002	-0.0019
O	0.0005	0.0007	-0.0002
O	0.0007	-0.0008	-0.0017
O	0.0016	-0.0002	-0.0003
O	-0.0001	-0.001	0
O	0.0008	-0.0001	0.0005
O	0.0009	-0.0002	-0.0004
O	0.0017	-0.0002	0
O	0.0008	-0.0002	0.0005
O	0.0007	0.0005	-0.001
O	0.0013	0.0001	-0.0002
O	0.0015	-0.0001	-0.0001
O	0.0014	0.0001	0
O	0.0013	-0.0002	-0.0007
O	0.0005	0	-0.0014
O	0.0011	-0.0005	-0.0005
O	0.0006	0.0007	-0.0004
O	0.001	0	-0.0002
O	0.0009	-0.0004	0.0003
O	0.001	-0.0002	-0.0003
O	0.0014	0.0007	-0.0018
O	0.0012	0.0002	-0.0001
O	0.0001	0.0003	-0.0002
O	0.0016	-0.004	0.0022
O	0.0012	-0.001	0.0002
O	0.0016	0.0003	-0.0004
O	0.0017	-0.0034	0.001
O	0.0015	-0.0002	-0.0001
O	0.0011	-0.0009	-0.0005
O	0.0016	0.0009	-0.0007
O	0.0011	0.0002	0.0027
O	-0.0019	0.0043	0.0013
O	0.0006	0.0013	-0.002
O	0.0014	0.0001	0.0001
O	0.0015	-0.0003	0
O	0.0004	0.0004	0.0002
O	0.0003	0.0005	-0.0005
O	0.0008	0.0004	0
O	0.0012	0.0001	0.0008
O	0.0009	-0.0005	0.0001
O	-0.0001	-0.0001	0.0003
O	0.0011	0.0015	0.0017
O	0.0009	-0.0002	0
O	0.0024	-0.0001	-0.0015
O	-0.0005	0.0007	-0.0019
O	0.0006	0.0001	-0.0005
O	0.0012	0	-0.0004
O	0.0017	0.0006	0.0015
O	0.0013	-0.0002	0
O	0.0011	0.0001	-0.0001
O	0.0008	-0.0013	0.0013
O	0.0009	0	0
O	0.0009	0.0004	0.0001
O	0	-0.001	0.0072
O	-0.0053	-0.0063	0.0037
O	0.0012	0.0001	-0.0003

The program warned: the cutoff lies below the one the program advises for these potential files; the forces do not sum to zero within the program's tolerance; the exchange-correlation potential is rough where the density is thin.
